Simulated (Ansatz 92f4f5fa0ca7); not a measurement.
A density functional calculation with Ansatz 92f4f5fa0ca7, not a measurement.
Periodic cell of 256 atoms, Si144O112, from a study of silicon, its oxide and their interface. The atomic structure is a simulated model.
This geometry differs little from another in the collection (a relaxation step or a small displacement).

Settings: functional r2SCAN; potential files Ansatz PAW; basis plane waves; wave-function cutoff 800 eV; density cutoff ratio 5; exchange-correlation grid ratio 1; k mesh 1 x 1 x 1, shifted by 0.5 0.5 0 of a step; self-consistency stop 1e-10 eV per atom in the density residual; occupations fixed; spin none; net charge 0.

Cell vectors (angstrom)
a	10.88	0	0
b	0	10.88	0
c	-2.0302	-3.4687	36.2032

Atoms: element, x, y, z (angstrom)
Si	1.6444	-1.6095	0.1773
Si	4.2913	1.0328	0.0315
Si	0.983	4.3898	0.1671
Si	3.8374	-3.789	0.108
Si	-4.3739	-1.1837	-0.0107
Si	-1.5464	1.6585	0.0155
Si	7.1619	3.8842	0.1167
Si	-1.218	-4.2844	0.1593
Si	2.7775	-0.0352	1.4641
Si	5.465	2.6924	1.262
Si	2.6861	-5.4089	1.3563
Si	5.4121	-2.6827	1.4284
Si	-2.7317	0.006	1.236
Si	-0.0461	2.7463	1.4538
Si	8.1967	5.413	1.5305
Si	0.0083	-2.7312	1.4151
Si	1.368	1.3659	2.721
Si	4.088	4.0687	2.6338
Si	1.3598	-4.0864	2.7982
Si	4.1078	-1.3583	2.8577
Si	6.8125	1.3492	2.6879
Si	9.5391	4.0718	2.8891
Si	6.7749	6.8103	2.7454
Si	-1.3795	-1.3211	2.6678
Si	-0.0162	0.0109	4.063
Si	2.7385	2.7384	4.0496
Si	0.0318	5.4435	4.1754
Si	2.7156	-2.7264	4.1495
Si	5.487	0.0245	4.1225
Si	8.1353	2.6863	4.1245
Si	5.4077	5.4289	4.0598
Si	8.1606	-2.692	4.0576
Si	1.3682	-1.3579	10.9136
Si	4.0785	1.3544	10.9225
Si	1.3489	4.0821	10.8376
Si	4.0578	-4.0481	10.7841
Si	6.7916	-1.3534	10.8248
Si	-1.3466	1.3694	10.7974
Si	6.8101	4.0813	10.8825
Si	-1.3598	6.7967	10.9216
Si	2.7165	-0.0046	12.3034
Si	5.4573	2.731	12.2554
Si	2.7054	5.4907	12.1317
Si	5.3821	-2.6891	12.1405
Si	-2.6879	0.0033	12.1317
Si	0.0042	2.6932	12.1735
Si	8.1518	5.4258	12.2696
Si	0.008	-2.7153	12.2849
Si	1.3215	1.3587	13.6247
Si	4.0501	4.1554	13.4984
Si	1.3991	-4.0822	13.6048
Si	4.0883	-1.3812	13.634
Si	-4.0121	1.3314	13.5294
Si	-1.3293	4.0276	13.5663
Si	6.7113	-4.0452	13.4933
Si	-1.3653	-1.3116	13.5804
Si	-0.2315	0.2046	15.0063
Si	2.4966	3.0114	14.8001
Si	0.2663	-5.7142	14.8462
Si	2.9491	-2.9547	14.991
Si	5.7395	-0.2286	14.8503
Si	-2.4361	2.4238	14.8812
Si	5.1579	5.7162	14.8562
Si	-3.0137	-2.4735	14.7559
Si	2.652	-5.0217	-6.3965
Si	4.0977	4.1788	21.6221
Si	0.0425	-4.9005	23.631
Si	0.9556	-1.7573	-9.8349
Si	-2.4878	-4.3445	21.9781
Si	3.7544	1.4813	-7.412
Si	7.5701	2.6201	-5.8051
Si	5.3334	-1.7347	-5.1648
Si	3.8055	2.6521	-2.453
Si	-0.8521	4.019	-4.7346
Si	1.7033	-1.0407	17.1693
Si	-1.7249	1.0205	-7.97
Si	6.504	5.1119	-6.9877
Si	5.5655	-4.1483	22.0273
Si	3.5264	5.181	-11.1224
Si	7.1711	-2.0067	21.0355
Si	2.9794	-3.5016	-9.0072
Si	-0.4737	-0.2455	24.1493
Si	4.5123	-2.5096	24.3778
Si	5.9492	2.6074	23.6638
Si	1.6266	-2.2864	22.9793
Si	7.2132	-0.7903	-9.4482
Si	7.2919	1.1287	21.2041
Si	7.5333	3.6353	-10.8642
Si	1.3152	3.2849	22.5717
Si	1.006	0.0317	-7.1705
Si	4.6899	-1.2839	-8.0778
Si	-1.7823	-4.3499	-7.5575
Si	5.3111	5.2204	-1.8644
Si	7.0268	4.2919	16.9987
Si	-1.5767	-3.1457	19.6269
Si	5.0861	-4.6048	-4.7187
Si	0.4164	4.389	-7.4267
Si	-0.2236	-0.2645	-1.9545
Si	-1.6596	-4.383	16.9183
Si	0.5989	-4.3657	-4.2728
Si	5.2822	1.1622	-4.6789
Si	-2.5059	-2.5054	-2.0558
Si	0.1295	-1.2973	-4.617
Si	-1.8339	-2.8477	-10.3802
Si	-2.5488	-2.3871	-5.129
Si	0.8173	-1.2782	20.2205
Si	5.4691	2.6995	19.213
Si	1.3265	3.9915	-2.8281
Si	-0.5889	2.8981	-9.9805
Si	5.1712	3.7613	-9.0948
Si	3.9379	1.2266	16.9393
Si	-0.6046	1.1586	21.3952
Si	1.336	-1.3453	5.444
Si	4.0903	1.3867	5.4254
Si	1.4004	4.0688	5.4761
Si	4.0797	6.7788	5.4715
Si	6.8265	-1.3549	5.4649
Si	-1.3581	1.3473	5.4671
Si	6.7729	4.0811	5.4304
Si	9.5103	6.8293	5.4377
Si	2.7211	0.0224	6.7682
Si	5.4286	2.7358	6.8015
Si	2.7312	5.4324	6.8451
Si	5.4506	-2.7209	6.8056
Si	-2.705	-0.009	6.8372
Si	0.0136	2.7149	6.8124
Si	8.1476	5.4503	6.7678
Si	-0.0167	-2.7071	6.8013
Si	1.3818	1.3552	8.1609
Si	4.0929	4.0721	8.1869
Si	1.3361	6.8096	8.1521
Si	4.0705	-1.3381	8.1295
Si	6.7887	1.3736	8.148
Si	-1.3691	4.0997	8.1289
Si	6.8129	-4.0865	8.1537
Si	-1.3491	-1.3709	8.1873
Si	0.0316	-0.0123	9.5134
Si	2.7334	2.7091	9.5343
Si	-0.0254	5.4503	9.5118
Si	2.6917	-2.6843	9.4773
Si	5.4225	0.0206	9.5047
Si	8.1543	2.7406	9.4852
Si	5.4569	5.4424	9.5145
Si	8.1674	-2.7409	9.528
O	8.1116	-2.7354	22.1713
O	6.8146	-1.3631	15.3578
O	-0.7638	1.1256	-1.3318
O	6.839	1.3891	-5.0702
O	6.6922	4.8108	-1.1521
O	5.8605	4.9905	16.1261
O	7.8251	-1.8157	-10.5223
O	4.3329	-5.0936	21.5995
O	4.0663	-4.0777	15.4416
O	1.383	4.0796	15.363
O	4.48	-1.6763	-6.5359
O	-2.6406	2.7872	-0.4725
O	5.4027	-0.0651	-0.4903
O	-1.7895	3.8533	-10.4774
O	3.491	1.5572	-1.3054
O	4.607	-4.3671	-1.2159
O	-2.5838	2.0986	-7.1447
O	-2.3583	-3.278	15.9911
O	-1.3461	1.3297	15.4567
O	6.198	-4.6208	-5.8994
O	7.7118	3.0908	16.1657
O	3.315	2.433	16.073
O	1.4099	-5.28	-3.1808
O	4.3425	1.5799	-5.9216
O	-2.7216	-2.9609	-3.6054
O	-1.0744	-3.5814	18.1732
O	-1.4169	-1.2302	-5.1051
O	5.3371	-3.5636	23.4967
O	6.9032	3.496	24.6192
O	6.5107	0.3981	-10.3046
O	2.1641	1.1686	-7.2625
O	2.2775	-2.3253	16.3468
O	5.1828	0.5387	16.172
O	3.6959	-2.0697	-9.0536
O	6.9976	-0.4561	21.3589
O	7.9466	-2.2362	19.611
O	6.4315	3.6657	-6.2762
O	7.004	-1.9643	-1.3742
O	-2.5935	-0.281	-8.3475
O	4.5244	4.075	-10.5374
O	-1.4532	-4.9318	23.0224
O	-0.436	0.7325	-7.0599
O	-0.422	-2.2902	20.3331
O	-0.5004	-1.952	-10.4787
O	2.0041	4.5834	-7.153
O	3.8013	-5.3866	-5.3287
O	6.9325	-5.052	22.0501
O	0.1794	2.5466	21.6781
O	-2.3352	3.4044	-4.7766
O	-0.1128	-5.3805	-0.3315
O	1.7979	-1.7031	21.4542
O	-1.4583	-1.2934	-1.9589
O	1.1222	-0.948	-5.8669
O	-0.4146	-5.0786	16.1759
O	1.4276	-1.4167	18.7169
O	3.0468	-2.3547	23.7241
O	4.4399	1.8443	18.3193
O	-1.9075	-3.5214	-8.9239
O	0.342	-2.7938	-3.9424
O	2.7283	-2.6959	-0.4164
O	2.5603	3.0982	-3.3943
O	1.4277	-3.2382	-9.3632
O	5.6065	-5.3814	-3.4231
O	0.326	-0.161	-3.4789
O	0.3184	0.2535	20.4121
O	4.6385	3.6009	20.2307
O	5.053	-0.3967	-4.309
O	-0.1737	3.6065	-6.1485
O	5.7813	-2.8676	21.0231
O	6.1678	-1.6322	-8.5711
O	5.4012	5.0846	-8.1749
O	-2.061	1.4504	20.758
O	4.8708	3.5255	22.8803
O	6.673	3.2934	-9.5215
O	1.4263	3.7276	-1.2511
O	4.4254	0.2838	-8.2507
O	-1.9315	-3.7546	-1.2145
O	8.1435	5.3907	17.3753
O	1.007	-0.7969	-8.5533
O	6.3785	1.649	19.997
O	2.0644	4.498	-11.1935
O	0.954	-3.7629	22.9329
O	1.9234	2.1863	23.5976
O	2.5195	3.8535	21.669
O	4.3139	3.9731	-1.6831
O	5.28	-1.0862	24.3377
O	1.4853	-4.2581	-5.6096
O	-0.7646	-5.2319	-4.5629
O	-0.9652	0.3163	22.7241
O	-1.8654	-4.4935	20.4818
O	2.8084	0.1204	17.1702
O	-1.2603	1.5498	-9.427
O	-2.0231	-3.4202	-6.2637
O	4.9633	2.0827	-3.4116
O	3.2304	-4.0622	-7.535
O	0.3625	2.5367	-11.2309
O	1.0005	-0.8331	-1.0921
O	7.9832	5.3568	-7.5685
O	0.3902	-0.488	16.3621
O	1.9143	-1.1488	-10.9948
O	0.6925	-1.3142	23.8661
O	6.3857	3.6803	18.3241
O	6.9036	1.8534	22.591
O	6.9013	-1.7846	-5.5507
O	4.1842	2.7745	-8.2873
O	3.5794	-4.4445	-10.1434
O	5.1144	1.5382	24.5609
O	-0.0282	3.4052	-3.4927
O	0.2644	3.568	-8.7956
O	4.8299	-3.0466	-4.3627
O	-0.3388	-5.0673	-7.5643
O	0.6756	4.5164	23.3889

Results
free energy: -155994.851 eV
free energy less fixed offsets of O -570.45, Si -639.56 eV per atom: -7.811 eV

Forces (eV/angstrom), in the order of the atoms: element, x, y, z
Si	-0.0124	0.0137	-0.0718
Si	-0.0174	0.0113	-0.0836
Si	0.0091	-0.0131	-0.0939
Si	0.0129	-0.0129	-0.0736
Si	0.0086	-0.0142	-0.0817
Si	0.017	-0.0076	-0.075
Si	-0.0067	0.0157	-0.0692
Si	-0.0103	0.0073	-0.0803
Si	0.0005	-0.0003	0.0021
Si	0.0008	-0.0008	0.0024
Si	-0.0015	0.0007	0.0038
Si	-0.0002	0.0016	0.0065
Si	-0.0025	0.0017	0.0065
Si	-0.0007	0.0006	0.0039
Si	0.0011	0.0002	0.0045
Si	0.0015	-0.0021	0.0051
Si	-0.0005	0.0006	-0.001
Si	0.001	-0.0002	-0.0009
Si	0.0003	0.0006	-0.0024
Si	0.0011	-0.0003	0.0014
Si	0.0012	-0.0001	-0.0007
Si	0.0007	-0.0011	-0.002
Si	-0.0011	0.0005	0.0002
Si	-0.0008	0.001	-0.0013
Si	-0.0003	-0.0011	0.0014
Si	0.001	0.0004	0.0012
Si	0.0006	0.001	0.0005
Si	-0.0006	0	0.0016
Si	0.0009	0.0007	-0.0009
Si	-0.0008	0.0005	-0.0006
Si	0	-0.0005	0.0016
Si	0.0005	0.0005	0.0009
Si	0.0003	-0.0002	0.0003
Si	0.0003	-0.0001	-0.0001
Si	0.0004	0.0005	-0.0004
Si	-0.0006	0.0007	0.0004
Si	0.0002	0.0007	-0.0008
Si	0.0002	-0.0008	0.0002
Si	0.0002	0	0.0008
Si	0.0001	-0.0003	-0.0002
Si	-0.0007	0.0002	-0.0009
Si	0.0002	0.0017	-0.0028
Si	0.0013	0.0002	-0.0021
Si	-0.0001	-0.0006	-0.0025
Si	0.0002	0.0018	-0.0025
Si	-0.0016	-0.0002	-0.0012
Si	-0.0009	0	-0.0022
Si	0.0007	0.0018	-0.0007
Si	0.0024	-0.002	0.0057
Si	0.0008	-0.0007	0.0036
Si	-0.0021	0.0025	0.0057
Si	-0.0019	0.0028	0.0059
Si	-0.0011	0.0021	0.0041
Si	-0.0017	0.0019	0.0036
Si	0.0013	-0.0012	0.004
Si	0.0024	-0.0014	0.004
Si	-0.0143	0.0171	-0.0732
Si	-0.0166	0.0123	-0.0626
Si	0.0149	-0.0117	-0.0664
Si	0.0149	-0.0148	-0.0723
Si	0.0098	-0.0139	-0.0652
Si	0.0146	-0.0133	-0.07
Si	-0.0149	0.0152	-0.066
Si	-0.014	0.0181	-0.0667
Si	0.0142	0.005	-0.1943
Si	0.024	-0.0121	-0.1969
Si	-0.0138	-0.0054	-0.1995
Si	0.0074	0.0002	-0.2096
Si	-0.0016	0.035	-0.181
Si	-0.0026	0.0089	-0.1861
Si	0.0035	-0.0011	-0.1751
Si	-0.0244	0.0078	-0.161
Si	0.029	0.0041	-0.1866
Si	-0.0303	-0.0105	-0.1902
Si	0.006	0.0017	-0.2057
Si	-0.0027	-0.033	-0.1851
Si	-0.0054	-0.0251	-0.1808
Si	0.0173	-0.0088	-0.1679
Si	-0.031	-0.0077	-0.1999
Si	0.0342	0.0057	-0.1506
Si	-0.0144	-0.0126	-0.2044
Si	0.0248	0.0022	-0.2059
Si	-0.0139	-0.0285	-0.2042
Si	-0.0063	-0.0017	-0.2261
Si	-0.0112	0.0172	-0.1935
Si	-0.0045	0.0272	-0.1903
Si	-0.0287	-0.0018	-0.2005
Si	-0.0031	0.0156	-0.1829
Si	-0.0052	0.0114	-0.1776
Si	-0.0096	0.0116	-0.1981
Si	0.0188	-0.0089	-0.1894
Si	0.0053	0.0036	-0.2077
Si	-0.0097	-0.0139	-0.1843
Si	0.0087	0.009	-0.1821
Si	0.0398	-0.0116	-0.2114
Si	-0.0183	0.0236	-0.2015
Si	-0.0032	-0.0164	-0.1948
Si	-0.0093	-0.0262	-0.1801
Si	-0.0044	-0.0247	-0.1869
Si	-0.004	0.016	-0.1682
Si	0.0091	-0.0223	-0.1987
Si	0.0186	0.0061	-0.192
Si	0.0151	-0.0139	-0.2002
Si	-0.0024	-0.0102	-0.2069
Si	0.0011	-0.0055	-0.2105
Si	0.0033	-0.0215	-0.2402
Si	0.0023	-0.0034	-0.2425
Si	-0.0384	0.0294	-0.1841
Si	0	0.0058	-0.2133
Si	0.0245	-0.0101	-0.2084
Si	-0.0042	-0.0088	-0.1764
Si	0.0023	-0.018	-0.1739
Si	0.0002	0.0007	0
Si	-0.0001	0.0013	-0.0007
Si	0.0011	-0.0001	0.0015
Si	0.0002	-0.0009	0.0015
Si	0.0008	0.0001	0.0009
Si	-0.0001	-0.0009	0.0011
Si	-0.0002	0.0002	-0.0006
Si	0	0.0009	-0.0003
Si	0.0006	0	0.0003
Si	0.0007	0.0002	0.0003
Si	0.0001	0.0008	-0.0003
Si	-0.0003	0.0006	0.0002
Si	-0.0002	0.0009	-0.0003
Si	0	0.0006	0.0003
Si	0.0002	0.0004	0.0002
Si	0.0004	0	0.0008
Si	-0.0002	0.0004	0.0003
Si	0	0.0001	0.0001
Si	0.0005	0.0001	0.0004
Si	0.0005	0.0002	0.0006
Si	0.0003	-0.0002	0.0004
Si	0.0008	0.0001	0.0007
Si	0.0001	0.0006	0.0004
Si	0.0002	-0.0001	0
Si	-0.0002	0.0008	-0.0005
Si	0.0002	0.0013	-0.0001
Si	0.0006	0.0004	-0.0001
Si	0.0003	-0.0002	0.0001
Si	0.0007	0.0001	-0.0002
Si	0.0003	0	-0.0001
Si	-0.0005	0.0012	-0.0006
Si	-0.0004	0.0011	-0.0005
O	0.0016	-0.0145	0.0763
O	-0.0001	0.0011	0.0318
O	-0.0264	0.0319	0.0859
O	-0.0298	-0.018	0.0703
O	0.0337	-0.0252	0.0862
O	0.0349	-0.0315	0.0885
O	-0.0074	0.013	0.0767
O	0.0049	0.0119	0.0583
O	-0.0003	0.001	0.0319
O	-0.0003	0.0002	0.031
O	0.0203	-0.0166	0.1381
O	-0.0009	-0.002	0.0384
O	0.0029	-0.0004	0.0411
O	0.0322	-0.0158	0.0783
O	0.0099	-0.0396	0.1121
O	-0.0293	0.0368	0.0906
O	-0.0339	0.036	0.1062
O	0.0287	-0.0336	0.0877
O	0	0	0.0315
O	-0.0261	0.0285	0.1019
O	-0.0303	0.0341	0.0831
O	0.0327	-0.0315	0.0812
O	0.021	-0.0474	0.0867
O	0.0367	-0.007	0.132
O	0.0018	-0.0044	0.1571
O	-0.0007	0.0469	0.1544
O	0.0097	-0.0015	0.072
O	-0.0301	0.0401	0.1271
O	0.028	0.0468	0.1199
O	0.0132	-0.0456	0.1246
O	0.0042	-0.0027	0.0566
O	-0.0284	0.0388	0.0902
O	-0.0319	0.0293	0.0823
O	0.0226	0.0186	0.0754
O	-0.0024	0.0066	0.0549
O	-0.0332	0.0104	0.0936
O	0.0109	-0.0215	0.0714
O	-0.033	0.0276	0.0953
O	0.029	0.0238	0.0824
O	0.03	-0.0197	0.1041
O	0.0584	-0.0169	0.1008
O	0.0252	-0.0102	0.0753
O	0.0095	0.0132	0.0717
O	0.0054	-0.0051	0.074
O	0.0119	0.0145	0.0713
O	0.0342	0.0006	0.0906
O	-0.0108	-0.0059	0.0587
O	0.03	0.0272	0.0739
O	0.0282	0.0172	0.0757
O	-0.0045	0.0057	0.048
O	0.023	-0.0296	0.1444
O	-0.0021	0.0049	0.0654
O	-0.0251	-0.042	0.1306
O	-0.0377	0.0298	0.0838
O	-0.0347	-0.0051	0.1766
O	0.0454	0.0015	0.0794
O	0.0417	0.0413	0.1251
O	0.0011	-0.0496	0.1513
O	-0.0042	0.0029	0.0634
O	0.0005	0.0017	0.039
O	0.0107	-0.0035	0.0702
O	0.0235	-0.0151	0.0703
O	0.0083	-0.0362	0.1512
O	-0.0114	0.0318	0.1306
O	-0.0275	0.0433	0.0905
O	-0.0399	0.0457	0.1464
O	-0.0004	0.0144	0.0663
O	-0.0257	-0.0052	0.128
O	-0.0181	-0.0273	0.0685
O	-0.0493	-0.0112	0.0859
O	0.0252	0.0309	0.1062
O	0.0144	-0.0029	0.0643
O	0.0375	-0.0336	0.1114
O	-0.0448	0.0005	0.1043
O	-0.0052	0.0031	0.1416
O	-0.0089	0.0128	0.0744
O	0.022	-0.0319	0.0945
O	0.0015	0.0059	0.0636
O	0.0038	0.0486	0.1344
O	0.0508	-0.0373	0.1204
O	0.0205	0.0245	0.0809
O	-0.0104	-0.0203	0.0663
O	0.007	-0.0402	0.1239
O	-0.0366	-0.0133	0.0729
O	0.0093	0.0136	0.0655
O	0.0097	0.0308	0.0779
O	-0.0427	0.0116	0.1057
O	0.0145	0.0099	0.0645
O	0.0077	-0.034	0.1409
O	-0.025	-0.0219	0.1166
O	-0.007	-0.007	0.063
O	-0.0155	-0.0311	0.1
O	-0.0173	0.0531	0.1263
O	-0.0435	0.0436	0.1258
O	-0.0044	-0.0415	0.1315
O	-0.0556	-0.0047	0.1127
O	0.0395	-0.0265	0.0944
O	-0.0111	-0.0018	0.0676
O	0.0353	-0.0269	0.0927
O	-0.0317	-0.0138	0.1472
O	-0.0217	0.0258	0.0802
O	-0.0422	-0.0437	0.1291
O	-0.0369	0.0391	0.1326
O	0.0148	-0.0059	0.0648
O	-0.0266	-0.0412	0.0914
O	-0.0126	0.0548	0.1201
O	-0.0098	-0.0458	0.0902
O	0.0504	-0.0082	0.101
O	0.0251	0.0432	0.1357
O	-0.0006	-0.0215	0.0686
O	0.0041	-0.0062	0.0646
O	-0.0123	0.0275	0.0733

The program warned: the cutoff lies below the one the program advises for these potential files; the forces do not sum to zero within the program's tolerance; empty levels may hold ghost states of the PAW files; the exchange-correlation potential is rough where the density is thin.
